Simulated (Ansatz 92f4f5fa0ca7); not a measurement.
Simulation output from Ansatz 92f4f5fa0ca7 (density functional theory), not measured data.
Periodic cell of 264 atoms, Si152O112, from a study of silicon, its oxide and their interface. The atomic structure is a simulated model.
This geometry differs little from another in the collection (a relaxation step or a small displacement).

Settings: functional r2SCAN; potential files Ansatz PAW; basis plane waves; wave-function cutoff 800 eV; density cutoff ratio 5; exchange-correlation grid ratio 1; k mesh 1 x 1 x 1, shifted by 0.5 0.5 0 of a step; self-consistency stop 1e-10 eV per atom in the density residual; occupations fixed; spin none; net charge 0.

Cell vectors (angstrom)
a 10.888 0 0
b 0 10.888 0
c 0 0 37.1861

Atoms and the computed forces on them: element, x, y, z (angstrom), force x, y, z (eV/angstrom)
Si 0.8807 -0.2393 -0.4123 -0.0006 -0.0003 -0.0015
Si 2.9762 2.4966 0.1256 -0.0012 0.0009 -0.0003
Si -0.1626 5.6853 0.1342 -0.0001 -0.0002 -0.0027
Si 2.8031 8.242 0.1356 -0.0013 -0.0023 -0.002
Si 5.2235 0.3408 0.1504 0.0056 -0.0007 -0.0078
Si 7.9727 2.9688 0.2168 -0.0019 -0.0034 -0.0042
Si 5.6792 5.0832 -0.0171 0.0016 -0.0018 -0.0003
Si 8.446 7.829 0.0079 -0.0009 -0.0006 -0.0005
Si 1.4711 1.2575 1.3385 -0.0011 -0.0006 -0.0005
Si 4.1345 4.0585 1.4168 0.0011 -0.0009 -0.0015
Si 1.4155 6.8402 1.4225 -0.0002 -0.0008 -0.0017
Si 4.1876 9.5567 1.4479 -0.0002 -0.0001 0.0001
Si 6.7857 1.426 1.4987 0.0005 -0.0003 -0.0033
Si 9.5535 4.1365 1.4515 -0.0013 -0.0019 0.0011
Si 6.8078 6.7163 1.2713 -0.0021 -0.0008 -0.0002
Si 9.5021 9.436 1.3272 0.0004 0 -0.0015
Si 0.0257 2.6397 2.6502 -0.0012 -0.0022 -0.0003
Si 2.775 -0.0266 2.8099 -0.0006 -0.0007 -0.0008
Si 0.0395 8.2062 2.7708 0.0022 -0.0007 -0.0005
Si 2.7471 5.4287 2.7318 -0.0007 -0.001 0.0004
Si 5.4321 2.7384 2.8704 -0.0021 -0.0007 -0.0021
Si 8.189 -0.0264 2.6963 0.0001 -0.0009 -0.0018
Si 5.5294 8.1218 2.6983 -0.0012 -0.0007 -0.0002
Si 8.1706 5.4761 2.7826 -0.0024 -0.0018 -0.0018
Si 1.3735 4.0205 4.0404 -0.0006 0.0004 0.0004
Si 4.0853 1.3494 4.1775 -0.001 -0.0009 0.0004
Si 1.3869 9.5343 4.1494 -0.0009 -0.0007 0.001
Si 4.1162 6.8022 4.0713 -0.0004 -0.0008 0.0005
Si 6.8205 4.1156 4.1531 0.0005 0.0002 0.0001
Si 9.5432 1.3377 4.0583 -0.0007 -0.0004 0.0008
Si 6.8529 9.4942 4.0788 0.0004 -0.0015 0.0004
Si 9.5417 6.8349 4.1103 -0.0013 0.0001 0.001
Si -0.0011 0.0109 5.4661 -0.0016 -0.0004 -0.0001
Si 2.7066 2.7199 5.4814 -0.0017 -0.0015 -0.0004
Si 0.0077 5.4047 5.4081 -0.0014 -0.0011 0.0005
Si 2.7507 8.1453 5.4578 -0.0003 -0.0008 0.0001
Si 5.4703 -0.0411 5.4562 -0.0002 -0.0001 -0.0001
Si 8.1889 2.7062 5.4391 0.0003 -0.0009 0.0004
Si 5.443 5.4648 5.4828 -0.0017 -0.0003 0.0001
Si 8.1873 8.1748 5.4795 -0.0015 -0.0013 -0.0002
Si 1.3382 1.3722 6.833 -0.0008 -0.0012 -0.0005
Si 4.0666 4.0936 6.8184 -0.001 -0.001 -0.0003
Si 1.3643 6.7697 6.7775 -0.0019 -0.0002 0.0001
Si 4.0905 9.5165 6.827 -0.0013 -0.0008 -0.0004
Si 6.8165 1.3505 6.7938 -0.0013 -0.0016 -0.0002
Si 9.5282 4.0747 6.8038 -0.0005 -0.0013 0
Si 6.7978 6.8305 6.8281 -0.0011 -0.0004 -0.0004
Si 9.5311 9.5379 6.8265 -0.0016 -0.0008 -0.0002
Si -0.02 2.7241 8.1915 -0.001 -0.0008 0.0002
Si 2.7012 -0.0039 8.1634 -0.001 -0.0012 0.0001
Si 0.0041 8.1405 8.1368 -0.001 -0.0007 0.0004
Si 2.6977 5.4382 8.1781 -0.0014 -0.0015 0.0004
Si 5.4335 2.7118 8.1394 -0.0012 -0.0013 0.0001
Si 8.1507 -0.0018 8.1716 -0.0014 -0.0008 0.0001
Si 5.4317 8.1665 8.2032 -0.0015 -0.0016 0.0004
Si 8.1537 5.4462 8.1509 -0.0015 -0.0007 0
Si 1.3315 4.0929 9.5464 0 -0.0005 0.0012
Si 4.0559 1.3728 9.5049 -0.0007 -0.0008 0.0004
Si 1.3443 9.4998 9.5075 -0.0012 -0.0007 0.0004
Si 4.0369 6.8101 9.5374 -0.0002 -0.0009 0.0004
Si 6.7651 4.0998 9.4916 -0.0002 -0.0019 0.0004
Si 9.5024 1.3467 9.5269 -0.0011 -0.0014 0.0008
Si 6.7863 9.5448 9.5445 -0.0007 -0.001 0.0006
Si 9.5117 6.8114 9.5039 -0.0009 -0.0013 0.0009
Si -0.033 -0.0533 10.8639 0.001 -0.0017 -0.0002
Si 2.7124 2.7366 10.8849 -0.0006 -0.0014 0.0005
Si -0.0424 5.4629 10.8906 0.0001 -0.0006 0.0007
Si 2.6748 8.1616 10.9131 0.0007 -0.0009 0.0007
Si 5.3704 -0.006 10.8764 -0.0016 -0.0016 0.0006
Si 8.117 2.7301 10.8246 -0.0003 -0.0008 -0.0002
Si 5.3931 5.446 10.8739 -0.0003 -0.0012 0.0001
Si 8.1717 8.1813 10.8763 -0.0016 0 0.0005
Si 1.3586 1.3007 12.1607 -0.0008 -0.0014 0.0002
Si 4.0252 4.1303 12.2822 0.0003 -0.0006 -0.0004
Si 1.2852 6.8289 12.2854 -0.0004 0.0001 -0.0001
Si 4.0334 9.5141 12.2842 -0.0005 -0.0007 -0.0002
Si 6.7195 1.4042 12.1563 -0.0008 -0.0008 0.0001
Si 9.462 4.0765 12.1901 -0.0003 -0.001 0.0002
Si 6.7652 6.8353 12.1769 -0.0006 -0.0015 0.0003
Si 9.5177 9.5051 12.2987 -0.0004 -0.001 0
Si -0.0269 2.6559 13.4324 -0.0001 -0.0004 0.0001
Si 2.6381 -0.021 13.6338 -0.001 -0.0009 0.0007
Si -0.0367 8.1328 13.7603 -0.0001 -0.0009 0.001
Si 2.6359 5.4988 13.66 -0.0013 -0.0002 0.001
Si 5.4032 2.7349 13.5797 0.0001 -0.0005 0.0016
Si 8.0734 0.0572 13.4757 -0.0013 0.0003 0.0015
Si 5.4466 8.1581 13.608 -0.0004 -0.0015 0.0012
Si 8.0697 5.4568 13.5154 -0.0013 -0.0004 0.0004
Si 1.2325 3.989 14.8604 0.0003 -0.0016 0.0006
Si 4.007 1.3987 14.9136 -0.0011 -0.001 0.0018
Si 1.3199 9.5532 15.1359 0.0005 -0.0007 0.001
Si 4.059 6.8746 15.0214 0.0001 -0.0013 0.0004
Si 6.7326 4.135 14.9387 -0.0001 -0.0012 -0.0001
Si 9.4322 1.4064 14.7879 -0.002 -0.0004 0.0008
Si 6.7355 9.67 14.8858 -0.0017 0.0007 0.0008
Si 9.4659 6.6106 15.0004 -0.0006 0.0003 0.0008
Si -0.4002 -0.0984 16.215 0.001 -0.0007 0.0026
Si 2.7736 2.88 16.2136 0.0001 -0.0007 0.0019
Si -0.5498 4.7735 16.1348 0.0001 -0.0017 0.0012
Si 3.1086 8.5588 16.3953 0.0001 -0.0006 0.0028
Si 5.2716 -0.0077 16.2554 -0.0005 -0.0004 0
Si 8.4975 3.1233 16.1043 -0.001 -0.0011 0.0028
Si 5.0549 5.1519 16.2949 -0.0008 -0.0004 0.0023
Si 8.0639 8.7989 16.5643 -0.0008 -0.0019 0.0009
Si -0.1048 15.4184 19.1201 -0.0007 -0.001 -0.0006
Si 1.6835 4.3106 35.1459 -0.0005 0.001 -0.0013
Si -26.4079 22.0898 34.4671 -0.0067 0.0041 0.0037
Si -10.8109 2.7907 33.0186 -0.004 0.0008 -0.002
Si 3.4624 8.1099 19.3308 -0.0028 0.0013 0.0007
Si -5.4257 -1.468 24.4077 0.0007 0.0003 0.0005
Si -4.6212 2.8057 26.5536 0.0016 0.0008 0
Si 22.7161 1.689 18.472 0.0003 0.0008 0.0013
Si -0.9765 -4.2167 26.082 0.0003 -0.0002 -0.0001
Si -14.3408 12.6004 21.3894 0.0016 -0.0001 -0.0029
Si -12.9696 12.3699 34.8853 -0.0014 0.0106 -0.0022
Si 19.5755 -15.6055 20.6123 0.0013 -0.0016 0.0001
Si -5.9062 15.3971 24.409 0.0008 0.0003 0.0014
Si 6.7903 14.5606 29.437 0.0012 -0.0005 -0.0007
Si -8.0491 10.7465 25.1048 0.0016 -0.0001 0.0009
Si -7.1134 7.1094 25.5396 0 0.0002 0.0001
Si -24.8771 -10.5603 25.5815 0.0008 -0.0004 0.0019
Si -0.627 8.6 21.8985 0.0017 -0.001 0.0017
Si 15.9608 -6.3998 19.1027 -0.0004 0.0012 -0.0004
Si -8.5075 3.9482 23.1169 0.0005 0.0001 0.0011
Si -2.6141 19.6935 27.2283 0.0018 0.0016 -0.0005
Si -17.815 13.2772 30.2106 -0.0005 -0.0001 -0.0011
Si -6.6133 6.0767 35.4925 -0.0009 0 -0.0015
Si 12.0674 -2.6662 24.5582 0.0016 -0.0007 0.0009
Si -12.1625 14.7349 30.3634 0.0005 -0.0002 -0.0017
Si 9.5923 1.6372 23.3642 0.0015 0.001 0.001
Si 1.6721 -0.5623 20.6019 0.0001 0.0014 -0.0013
Si 2.5532 6.484 28.3178 0.0009 -0.0007 -0.0021
Si -25.9565 1.9257 18.3823 0.0002 -0.0007 -0.0002
Si -25.3755 9.6978 22.0263 0 -0.0013 0.0014
Si -6.7006 0.9297 27.6334 0.0019 -0.0001 -0.001
Si -4.9294 31.3234 28.769 0.0008 0.0013 -0.0009
Si 13.4576 5.3968 20.4456 0.0004 -0.0002 0.0012
Si 0.2137 4.6439 27.7469 -0.0001 0.0006 0.0001
Si -15.261 15.5235 21.832 0.0002 -0.002 0.0012
Si 1.5533 18.2853 30.8167 -0.0003 -0.0002 -0.0005
Si 1.6211 1.1685 22.9387 0.0012 0.0002 0.0005
Si -24.9375 -4.8709 30.9405 0.0001 -0.0002 -0.001
Si -17.7841 11.2961 32.5603 0.001 0 -0.0002
Si 10.7077 -6.7257 24.8832 -0.0005 0.0011 0.0018
Si 12.1389 0.143 33.7027 -0.0003 -0.0012 -0.0001
Si -11.5286 8.9267 32.2892 0.002 0.0001 0.0007
Si 6.6862 8.2107 19.3467 -0.0009 0.0013 0.0009
Si -5.4607 -4.6163 32.6033 0.0004 0.0002 -0.0002
Si -13.425 -1.505 34.4605 0.0025 -0.0038 -0.0006
Si 8.4227 8.9931 30.0566 0.0009 0.0016 -0.0009
Si -17.4818 8.7302 31.0338 0.0009 0.0004 -0.0008
Si -18.4555 16.0743 30.7424 -0.0005 -0.0004 -0.0011
O -2.6682 -7.8122 -7.2141 0.0011 0.0017 0.0002
O -3.6352 1.5865 -2.7068 0.0044 -0.0136 0.0164
O -1.9711 2.1083 -0.816 -0.0039 -0.0012 -0.006
O 3.0131 -7.2017 -6.9053 0.0014 0.0008 0.0008
O -4.9876 10.6854 -1.2241 0.0021 0.0097 -0.0111
O -8.9081 5.9055 -5.8753 -0.0001 0.0011 0.0008
O -8.1004 10.6754 -3.76 0 0.0024 -0.0008
O 4.0945 10.2571 -12.9841 0.0017 -0.001 0.001
O -7.6964 21.8945 -10.5266 0.0021 0.0005 -0.0002
O 3.6769 -9.2347 -5.5783 0.0004 -0.0018 0.0004
O -2.8762 8.5306 -1.3993 0.0008 0.0014 0.001
O 4.097 12.2979 -0.3749 -0.0004 -0.0007 0.0002
O -3.9895 0.38 -15.0597 0.0009 0 -0.0028
O -22.5254 5.93 -9.6831 0.0007 0.0003 -0.0001
O -20.7722 3.915 -3.4532 -0.0002 -0.001 0.0028
O -12.8225 1.9198 -15.2818 0.0002 -0.0003 -0.0009
O -0.0112 5.1685 17.6377 -0.0006 -0.0019 -0.0004
O -3.9079 -1.6156 20.5133 0 0.0004 0.002
O -1.4978 -1.1722 16.787 0.0003 0.0005 -0.0001
O -5.4144 -16.3013 17.8582 -0.0003 -0.0013 -0.0012
O -8.6809 24.0333 17.6215 -0.0009 -0.0003 0.0009
O -1.1003 7.2214 21.1732 -0.0001 -0.0007 -0.0006
O -11.8966 13.9236 24.1052 0 -0.0001 -0.0006
O 3.7108 6.0193 29.3842 0.0002 0.0012 0.0005
O 1.8449 24.4167 22.3192 0.0007 -0.0007 0.0001
O 15.889 8.1309 25.2675 -0.0008 0.0019 0.0006
O 7.3987 12.5711 26.3495 0.0012 0.0017 -0.0005
O 7.9354 2.5857 17.5583 0.0001 -0.0003 -0.0009
O 5.0776 8.0386 19.2821 -0.0012 -0.0013 0.0002
O 8.5419 7.2931 16.1932 -0.0013 0 0.0015
O 18.0826 -2.1167 17.9239 0.0009 -0.0008 -0.0002
O 4.1961 9.7437 16.7795 -0.0008 -0.0011 0.0002
O -10.4859 -1.0435 33.0582 0.0041 0.0007 0.002
O -13.1261 -10.167 24.288 0.0014 0.0007 -0.0001
O 9.3728 4.9778 19.7586 0.0002 0.0012 0.0018
O 3.4899 -6.384 19.4489 0.0008 0.0011 0.0014
O -3.5491 12.3526 19.7963 0 -0.0003 -0.0028
O 0.2878 -3.2758 25.7527 -0.0005 -0.0007 -0.0004
O 15.261 -5.2546 25.3802 0.0004 -0.0011 -0.0005
O 6.2681 19.8513 23.0665 0.0003 0.0011 -0.0006
O 2.8738 -1.396 19.9223 0.0002 -0.001 -0.0001
O -2.012 9.3841 22.3115 0.0015 -0.0011 -0.0017
O 13.8291 6.9487 20.3054 0.0003 -0.0011 -0.0012
O -2.9786 7.5679 30.6049 0.0003 0.0002 -0.0002
O 1.5046 7.3992 29.1836 0.0006 -0.0007 0.0015
O 4.8049 2.1712 26.8166 0.0003 -0.0004 0.0007
O 13.6938 7.8806 17.8543 0.0014 -0.0005 0.0003
O -16.247 13.7083 30.017 -0.001 0.0007 0.0003
O -10.5738 -1.435 20.8664 0.002 0.0002 0.0007
O 6.0338 11.5999 17.5297 0.0001 0.0002 0.0012
O -13.8477 5.423 21.8369 -0.0003 -0.0005 -0.0006
O 0.0474 13.8088 19.0264 0.0011 -0.0019 -0.0011
O -0.4443 3.1766 31.5561 0.0011 -0.0021 0.0048
O 6.61 -7.8727 21.8725 0.0004 -0.0016 0
O 0.0498 0.7798 17.4955 0.0009 -0.0003 0
O -0.2929 -6.9892 29.0772 0.0005 0.0029 0.0008
O 1.2176 4.4616 24.1202 0.0008 -0.0012 -0.0005
O -4.7753 3.6871 25.2145 -0.0004 0.001 -0.0013
O 5.7808 5.0138 20.4471 0.0008 -0.0011 -0.0002
O -9.9161 12.3622 32.859 -0.0024 -0.0012 0.0017
O -14.8121 9.9023 33.7839 -0.002 0.0064 0.003
O -25.5484 -0.9544 29.8493 0.0015 -0.0002 0.0007
O -11.4834 21.0744 37.265 0.0006 0.0004 -0.0023
O -5.4719 10.8879 28.0885 0.0016 -0.001 0.0008
O -9.2696 20.5871 25.0212 0.0016 0.0005 -0.0009
O -19.5385 0.0067 22.0101 -0.0011 -0.0006 -0.0021
O -10.8284 0.8229 23.097 0.0007 0.0008 0.0004
O 11.9282 -5.7381 20.0469 0.001 -0.0008 0.0005
O -10.7196 -3.1523 31.5563 0.0004 0.0009 0.0003
O -4.1865 8.6651 27.6284 0.0007 0.001 0.0025
O 13.1885 22.9809 24.4037 0.0003 -0.0002 -0.0002
O 14.0888 18.1435 27.0568 -0.0002 -0.0001 0
O -23.2389 9.6874 31.1135 0.0002 0.0004 0.0007
O -27.9154 8.7432 29.4756 0.0006 0.0005 0.002
O -1.7297 -0.1124 34.7975 -0.0014 0.0032 0.0001
O -9.5075 0.7388 19.6886 0.0007 -0.0031 -0.001
O -7.9166 -5.6233 34.9469 -0.0004 -0.0013 0.0007
O 3.7378 14.4858 23.9233 0.0004 0.0009 -0.0004
O 14.7375 -6.8238 16.5438 -0.0005 -0.0008 0.0001
O -26.2155 10.4116 25.1986 -0.0003 -0.0003 -0.0015
O -16.7506 0.8975 33.6665 0.0135 -0.0044 0.0061
O -25.9022 5.2353 29.8848 0.0013 0.0006 0.0008
O 0.298 8.2532 23.195 0.0003 0.0005 -0.0011
O 6.7251 -7.2071 27.8244 -0.0005 0.0011 0.0014
O -14.186 -3.9781 19.6773 0.0014 -0.0006 -0.0007
O 1.7481 5.1557 27.8425 0 0.0005 -0.0001
O -2.2882 7.5935 26.2105 0.0005 0.002 0.0013
O -12.6473 -2.1325 28.6106 0.0004 0.0012 0.0019
O -4.0324 -6.9042 36.702 0.0011 -0.0005 -0.0002
O -8.6681 13.9053 35.9577 -0.0014 -0.0001 0.0001
O -12.5916 8.4549 33.4253 0.0013 0.0023 0.0001
O -20.8723 0.3931 35.2717 0.0005 -0.0009 0
O -11.9617 16.4133 24.9344 0.0009 0.0002 0.0005
O -18.3141 12.3532 28.9735 0.0009 0.0006 0.0008
O -6.2464 -11.6016 31.6239 -0.0015 0.0001 0.0006
O 2.5617 7.3574 24.4711 0.0007 -0.0002 0.0014
O -17.3147 -5.7128 31.8896 0 0.0016 0.0005
O 5.1498 6.4297 34.1789 -0.0017 -0.001 0.0002
O -5.3499 -7.8939 18.7054 0.001 -0.0006 0.0005
O -8.1754 8.4583 31.2177 0 -0.002 -0.0004
O -1.7068 5.3201 30.8937 -0.0011 0.0005 0.0006
O 1.818 9.3243 36.5869 0.0003 -0.0007 0
O -10.7815 25.4799 26.4214 0.0004 -0.0004 -0.0008
O -19.0292 15.9402 22.0073 -0.0004 0.0004 -0.0014
O -7.1919 7.4286 36.2099 -0.001 0.0006 0.0001
O 5.1529 -3.2228 31.859 -0.0003 0.001 0.0003
O -12.0834 13.2988 33.9329 -0.0077 -0.0081 0.0059
O -1.2857 17.6293 36.7755 -0.001 -0.0015 0.0002
O -3.9025 5.885 32.3833 -0.0001 0.0003 0.0001
O -13.1483 21.1146 26.5378 0.0002 0.001 -0.0001
O -16.0856 5.1528 23.1099 -0.0002 -0.001 -0.0003
O -10.3518 15.9347 36.0041 0.001 -0.0003 0.0008

Results
free energy: -161109.892 eV
free energy less fixed offsets of O -570.45, Si -639.56 eV per atom: -6.372 eV

The program warned: the cutoff lies below the one the program advises for these potential files; the forces do not sum to zero within the program's tolerance; empty levels may hold ghost states of the PAW files; the exchange-correlation potential is rough where the density is thin.
